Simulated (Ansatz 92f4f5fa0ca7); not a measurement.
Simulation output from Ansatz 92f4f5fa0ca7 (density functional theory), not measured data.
Periodic cell of 224 atoms, Si134O86N4, from a study of silicon, its oxide and their interface. The atomic structure is a simulated model.
This geometry differs little from another in the collection (a relaxation step or a small displacement).

Settings: functional r2SCAN; potential files Ansatz PAW; basis plane waves; wave-function cutoff 800 eV; density cutoff ratio 5; exchange-correlation grid ratio 1; k mesh 1 x 1 x 1, shifted by 0.5 0.5 0 of a step; self-consistency stop 1e-10 eV per atom in the density residual; occupations fixed; spin none; net charge 0.

Cell vectors (angstrom)
a 10.88 0 0
b 0 10.88 0
c 0 0 31.8074

Atoms and the computed forces on them: element, x, y, z (angstrom), force x, y, z (eV/angstrom)
Si -0.4035 0.0361 -0.0836 -0.0039 0.0009 0.0047
Si 2.2593 2.6809 -0.3315 -0.0058 -0.0062 0.0026
Si 0.2826 5.1186 -0.0788 -0.018 -0.001 -0.0017
Si 2.9539 7.8531 0.0621 -0.0038 0.0001 0.0028
Si 6.0891 -0.4285 -0.4163 0.0012 -0.0025 0.0069
Si 8.6573 2.6126 0.0091 -0.0009 0.0033 0.0045
Si 5.1265 5.6476 0.1188 -0.001 -0.0005 0.0005
Si 7.888 7.9566 0.1846 -0.0001 0 -0.0028
Si 1.267 1.191 1.1823 0.0017 -0.0023 0.0028
Si 3.9977 3.8254 1.0225 -0.0015 0.003 -0.0025
Si 1.3681 6.7062 1.2881 0.0003 -0.001 -0.0004
Si 4.2429 9.5548 1.022 -0.0003 -0.0011 -0.0012
Si 6.9515 1.2964 1.029 0.0017 0.0033 -0.0032
Si 9.7218 4.0365 1.4671 0.0004 -0.001 0.0026
Si 6.6265 6.6776 1.5889 0.0011 0.0009 0.0039
Si 9.4136 9.3671 1.3015 -0.0009 0.0007 0.0012
Si 0.1206 2.5981 2.7328 0.0012 0.0047 0.0007
Si 2.8099 -0.0519 2.4456 -0.0028 -0.0008 0.0003
Si 0.0198 8.1033 2.5976 -0.0013 0.0005 0.0015
Si 2.7388 5.2652 2.5524 0.003 0.0017 0.002
Si 5.4873 2.6074 2.4028 0.0011 -0.0034 0.003
Si 8.152 -0.0338 2.6132 -0.0007 -0.0025 0.0013
Si 5.3614 8.2386 2.7003 -0.0004 -0.0006 -0.0009
Si 8.207 5.3627 2.6931 -0.0017 -0.0011 0.0004
Si 1.4416 4.011 4.0286 -0.0018 -0.0047 0.0006
Si 4.1303 1.3256 3.8535 -0.0004 0.0008 -0.0007
Si 1.4329 9.4841 3.8704 0.0022 -0.0005 -0.0009
Si 4.0301 6.7499 3.9278 0.0002 -0.0016 -0.0009
Si 6.8011 3.9671 3.9008 -0.0009 0.0029 0.0002
Si 9.5408 1.2888 3.9931 -0.0008 -0.0002 -0.0007
Si 6.7846 9.5463 4.0101 0.0001 0.0006 -0.0005
Si 9.5484 6.7824 3.9918 -0.0011 -0.0003 0.0008
Si 0.0779 -0.0525 5.2894 -0.0012 -0.0006 0.0007
Si 2.8354 2.6801 5.3117 0.0004 0.0016 -0.0003
Si 0.0402 5.413 5.3233 -0.0002 0.0008 -0.0006
Si 2.705 8.1249 5.3019 -0.0031 -0.0001 0.0007
Si 5.4341 0.0248 5.3301 -0.0001 -0.0002 -0.0006
Si 8.1731 2.6804 5.3117 -0.0006 -0.0001 0.001
Si 5.4813 5.4249 5.2391 0 -0.0007 0.0003
Si 8.1848 8.1706 5.3109 -0.0001 0.0006 -0.0003
Si 1.4257 1.3447 6.6398 -0.0003 0.0003 0.0002
Si 4.1483 4.1002 6.6459 -0.0007 -0.0004 0.0005
Si 1.3571 6.8078 6.6867 0.0002 -0.0002 -0.0001
Si 4.0712 9.5174 6.6507 -0.0002 0.0001 0
Si 6.8123 1.3744 6.6869 0.0001 -0.0002 0
Si 9.5354 4.0739 6.6589 -0.0005 0.0002 -0.0002
Si 6.8286 6.791 6.635 0.0002 -0.0002 0.0006
Si 9.549 9.5203 6.6612 -0.0006 -0.001 0.0004
Si 0.0626 2.7275 7.9803 -0.0004 -0.0003 0.0002
Si 2.7557 0.0204 8.0443 -0.0009 -0.0006 0
Si -0.0179 8.1599 8.035 -0.0005 0.0002 -0.0002
Si 2.7806 5.4709 7.9917 -0.0009 0.0003 0
Si 5.4956 2.7786 8.0299 0.0004 0.0012 -0.0002
Si 8.2127 0.0442 8.0171 -0.0009 0.0007 -0.0001
Si 5.4846 8.1937 7.9758 -0.0005 0.0005 0.0002
Si 8.1865 5.4513 8.0213 -0.0002 0.0001 0.0003
Si 1.4157 4.1102 9.3274 0 0.0004 -0.0001
Si 4.1316 1.4433 9.379 0.0004 0.0003 0.0001
Si 1.3168 9.5699 9.3463 -0.0003 0.0001 0.0002
Si 4.1509 6.8408 9.3401 -0.0007 -0.0001 0.0006
Si 6.8586 4.0999 9.4131 -0.001 -0.0005 0.0005
Si 9.582 1.4183 9.3762 0.0003 0.0001 0.0002
Si 6.8061 9.6001 9.3454 0.001 -0.0007 0
Si 9.5079 6.8139 9.4138 -0.0016 0.0003 0.0002
Si 0.029 0.0819 10.7726 -0.0011 -0.0017 0.0006
Si 2.7816 2.8185 10.7367 -0.0006 -0.0006 0.0009
Si 0.034 5.4078 10.7033 0.001 0.0001 0.0015
Si 2.7292 8.2219 10.5957 -0.0008 0.0011 0.0001
Si 5.5203 0.1416 10.7516 -0.0019 0.0019 0
Si 8.2486 2.7644 10.7815 -0.0007 0.0007 0.0001
Si 5.5188 5.5011 10.7368 0.0011 0.0013 0.0003
Si 8.1423 8.2642 10.707 -0.001 0.0001 0.0006
Si 1.417 1.4896 12.1015 -0.0005 0.0025 0.0006
Si 4.1718 4.1622 12.1117 -0.0016 -0.0007 -0.0003
Si 1.4197 6.8221 11.9255 -0.0012 -0.0009 -0.0012
Si 3.9615 9.7169 11.9008 0.0001 -0.0026 -0.0016
Si 6.9587 1.4266 12.2247 0.0001 -0.0002 -0.0019
Si 9.6081 4.0876 12.1823 -0.0023 0.0005 -0.0008
Si 6.8077 6.9356 12.0828 -0.0001 -0.0013 -0.0001
Si 9.4679 9.6304 12.0899 -0.0001 0.0013 -0.0015
Si 0.0499 2.6142 13.6268 0.0009 -0.0027 -0.002
Si 2.7569 0.1674 13.4792 -0.0018 0.0018 0.0006
Si 0.097 8.2746 13.176 0.0015 0.0024 -0.0008
Si 2.7526 5.5413 13.3873 0.0007 0.0006 -0.0012
Si 5.6034 2.892 13.5008 -0.0018 0.0005 -0.0002
Si 8.2184 -0.0382 13.7358 0.0004 -0.0002 0.0025
Si 5.217 8.3233 13.1784 0.0014 0.0015 -0.0006
Si 8.3746 5.7321 13.401 -0.0008 0.0007 -0.0007
Si 1.2449 4.3767 14.7206 0.0005 0.0015 0.0036
Si 4.4875 1.2221 14.745 -0.0003 0.0012 0.0001
Si 1.3198 9.5579 14.6443 0.0001 0.0013 0.0002
Si 3.5694 7.3871 14.6102 -0.0006 -0.0006 -0.0001
Si 7.0483 4.4154 14.6931 0.0016 0.002 0.0011
Si 10.0087 0.7738 15.1939 -0.0023 0.0026 -0.0049
Si 6.3967 9.6142 14.6702 -0.0002 -0.0003 -0.0027
Si 10.053 6.866 14.7596 -0.0027 -0.0013 -0.0025
Si -1.981 3.1956 16.7214 -0.0002 -0.001 -0.0027
Si 2.7417 2.6061 16.9564 -0.0011 0.0024 -0.0052
Si 5.9842 7.0074 16.2775 -0.0015 0.0022 -0.0025
Si 5.9988 1.0312 23.6924 -0.0008 0.0025 0.0001
Si 0.2564 1.61 17.7993 -0.0018 0.0007 -0.0032
Si 0.9456 8.5353 19.6166 -0.0005 0.0005 -0.0019
Si -2.4437 3.6657 21.7423 -0.0002 0.0002 -0.0022
Si 6.4711 7.9303 21.2086 0.0008 -0.0014 -0.0019
Si 0.5446 4.3674 17.479 0.0027 -0.0002 -0.0037
Si 3.7268 -5.1318 24.3091 0.0011 0.0031 0.0009
Si -1.8951 9.2987 19.7986 0.0011 -0.0008 -0.0016
Si 10.3387 9.0074 17.044 0.0002 0.0008 -0.005
Si -3.6204 3.8432 19.2639 0.0007 0.0009 -0.0033
Si 1.2415 -1.6652 29.6221 -0.0011 -0.0016 0.0037
Si 0.7791 17.7519 24.5641 0.0019 0.0001 0.0021
Si 8.7308 -7.5451 26.0639 0 -0.0002 0.0048
Si 2.2479 5.8531 19.3624 -0.0016 -0.0005 -0.0018
Si 9.6191 1.0219 27.6183 0.0011 0.0029 0.0031
Si -5.6021 6.3632 19.0439 0.0005 0.0007 -0.0022
Si -5.0487 2.7515 21.3493 -0.002 0.0031 -0.0029
Si 1.7421 1.0193 28.7481 0.0004 -0.0019 0.0022
Si 1.1726 0.4987 20.2876 0 0.0006 -0.0027
Si 4.2403 -4.199 27.304 0.002 -0.0002 0.004
Si 2.1816 9.1289 24.8194 0.0012 0.0006 0.0027
Si 2.9879 0.6289 26.0632 0.0013 0.0012 0.0043
Si 5.3349 -1.506 26.6113 0.0021 0.0016 0.0029
Si -1.2755 11.5645 21.873 0.0007 0.0013 -0.0023
Si 6.3399 5.0976 29.0846 0.0043 0.0004 0.0035
Si 6.8662 0.2154 28.4147 -0.0007 0.0015 0.0028
Si -1.7293 5.3234 24.0984 -0.0009 -0.0005 0.0011
Si 6.5145 -5.3449 22.8977 0.0015 0.0018 -0.0009
Si -2.1001 5.3743 30.2468 0.0029 -0.0006 0.0047
Si 4.9831 -1.6276 23.7257 -0.0003 0.0021 0.0006
Si -2.0976 0.7104 24.733 0.0011 0.0028 0.0014
Si 6.0627 2.9755 27.3549 0.0023 -0.0003 0.0046
Si 1.5746 7.4588 27.2485 -0.0002 0.0026 0.0035
Si 3.0434 3.065 19.9928 -0.0003 0.002 -0.0025
Si 15.1781 2.9679 25.11 -0.0002 0.0008 0.0043
O -1.2704 1.3705 -0.5886 0.0002 -0.0038 -0.0012
O 0.0555 -0.9286 30.4603 -0.0001 0.0013 -0.0033
O -2.1063 -8.5522 24.792 0.0007 -0.0001 -0.0011
O 2.2064 1.9977 29.9633 -0.0016 -0.0002 0.0007
O -4.7888 3.5211 28.8623 0.0007 0.0007 -0.0012
O -0.4757 5.4055 30.2823 0.0035 0.0005 -0.003
O -1.4435 2.6106 27.3234 -0.0016 0 -0.0014
O 4.0341 6.7326 -0.4209 -0.0003 0.0004 -0.0011
O 6.062 0.1481 29.8379 -0.0012 0.0008 -0.0009
O 6.9964 -1.7889 -0.6156 -0.0004 0.0036 -0.0031
O 8.3498 3.839 30.7371 -0.0034 -0.002 -0.0053
O 13.3583 1.4022 27.3821 0.0025 0.0001 -0.0035
O 1.7317 9.8565 20.1878 0.001 0.001 -0.0002
O 6.0301 5.3743 30.6215 -0.0009 -0.0004 0.001
O 8.4825 6.7769 -0.7729 0.0032 -0.0036 0.0042
O 0.2804 5.6874 15.0329 0.0012 -0.0003 0.002
O 1.7136 1.3403 17.1128 0.001 0.0003 0.0012
O 3.9345 2.0956 16.0132 -0.0005 0.0003 0.0007
O 2.4025 8.413 15.1955 0.0002 0.0014 -0.0008
O 4.4059 6.9735 15.9355 -0.0004 -0.0025 0.001
O 6.5359 -8.3336 19.9046 -0.0001 0.0008 0.0004
O 6.5496 5.5444 15.8036 -0.0009 0.0008 0.0009
O 6.149 5.0168 19.2622 0.0001 0.0001 0.0024
O 11.2791 3.0899 18.4954 -0.0004 0.0005 0.0017
O 5.4579 10.8594 15.275 0 0.0012 -0.0005
O 6.7238 8.3654 15.7266 0 0.0012 0.0035
O 9.8358 7.6907 16.1855 0.0002 0.0013 0.0022
N -1.0718 1.7092 16.6895 -0.0003 0.0006 0.004
O -10.753 0.5867 19.0232 -0.0002 0.0011 0.0008
O 5.2519 -3.5062 20.301 -0.0002 0.003 0.0018
O -3.2918 -2.2915 20.2328 -0.0006 0.0017 0.0003
O 1.8105 -3.6394 20.0777 0.0007 0.0021 0.0018
O -0.5604 8.4676 20.2444 -0.0015 0.0012 0.001
O 3.3936 3.0348 18.3919 -0.0001 0.0004 0.0013
O 1.0708 5.6604 18.2531 -0.0021 0.0008 0.0006
N 1.7489 3.8867 16.3187 0.0003 0.0002 0.0017
O 7.1421 6.6325 21.8785 -0.0006 0.0014 -0.0006
O -2.8011 3.2949 15.3388 0.0006 -0.002 0.001
O 0.747 8.632 17.9886 0.0001 -0.0004 0.0016
O 6.0581 7.1309 17.8668 -0.0001 -0.0002 0.0017
O -1.724 9.4467 18.139 -0.0003 0.0006 0.0017
N 0.0331 -0.6959 15.788 0.0003 -0.0019 0.0031
O 8.5447 4.2107 20.2032 0.0002 0.0006 0.0022
N 6.7431 3.9745 22.1744 -0.0005 0.0023 0.0019
O 9.389 4.4339 22.7688 0.0005 0.0001 0.0005
O -3.1157 3.3519 17.8361 -0.0008 0.002 0.002
O -0.9702 4.468 16.8929 -0.0001 0.0013 -0.0007
O 2.282 4.4923 20.2717 -0.0001 0.0006 0.0012
O 3.7312 6.0136 18.7217 0 0.001 -0.0006
O -6.1624 8.1976 27.5008 0.0006 0.0014 -0.0009
O -1.9375 10.6402 20.7185 -0.001 0.0016 0.0012
O -8.6 1.6624 20.2636 -0.0003 0.0012 0.0003
O 0.6498 -4.2302 26.1895 0.0001 0.0004 -0.0021
O 2.4114 -2.4204 26.2822 0.0003 0.0021 0.0001
O -4.2463 -1.0678 27.4683 -0.0018 -0.001 -0.0012
O 2.1277 8.2652 30.5422 0.0007 0.0015 0.0006
O 4.2801 3.0741 21.0466 0.0006 0.0004 0.0009
O 1.906 -0.2237 25.212 0.0001 0.0002 -0.0005
O 7.2213 3.6975 26.4893 0.001 0.0013 -0.0014
O 3.6252 4.152 24.3036 -0.0008 0.0009 -0.0006
O -7.4434 8.7613 23.8439 0.0012 0.0001 0.0006
O 6.3021 1.4035 27.4763 0.0005 0.0004 -0.0021
O 5.3366 5.8247 28.0873 -0.0029 0.0004 -0.0012
O 0.1558 0.9186 28.3799 0.0006 -0.0004 -0.0008
O 0.74 -2.5885 28.372 -0.0007 -0.0005 0.0003
O -5.2211 13.299 24.4382 0.0009 -0.0011 -0.0006
O -3.6533 0.3154 24.4693 -0.001 -0.0002 0.0007
O -2.9677 5.5035 28.8741 -0.0042 0.0021 -0.0021
O 7.5589 5.6699 24.156 -0.0001 0.0021 0.0007
O -1.3827 -6.2441 25.5256 0.002 0.0015 0.0004
O -1.3575 0.1578 23.4123 0.001 -0.001 0.0011
O 2.7321 -4.3572 27.9129 0.0005 0.0009 -0.0004
O 4.982 6.0066 23.2679 -0.0003 0.001 0.0013
O 4.6584 3.3309 26.6423 -0.0023 0.0014 -0.0019
O -2.0023 2.1177 21.768 0.0001 0.0013 0.0001
O 4.7994 -0.0286 23.7188 0 0.0011 -0.0004
O -6.6095 -0.2802 26.4634 -0.0001 0.0006 -0.0012
O 13.0684 -4.6628 24.0155 0.0001 0.0004 -0.0006
O 4.2291 -4.6131 25.7447 -0.0003 0.0003 -0.0022
O 0.875 8.4503 24.1889 0.0006 0.0011 -0.0009
O 3.2338 12.6838 25.0193 0.0003 0.0002 -0.0013
O 9.4355 0.2458 26.1641 -0.0003 -0.0014 -0.0026
O 5.721 -2.044 25.1197 0.0024 0.0002 -0.0023
O 23.9767 10.3957 29.1112 0.001 -0.0003 0.0001
O 5.8148 8.8313 22.4009 -0.0003 0.0015 0.0017
O 8.4629 0.4496 28.6135 0.0017 0.0008 -0.0004
O -4.7415 1.3666 22.1241 0.0002 -0.0006 0.0008
O -10.564 0.7537 21.6185 -0.0005 0.0011 0.0019
O -0.6143 6.4591 23.9042 0.0001 0.001 -0.0014
O 1.4099 4.0451 31.2752 0.0197 0.0161 -0.0023

Results
free energy: -136301.670 eV
free energy less fixed offsets of N -386.36, O -570.45, Si -639.56 eV per atom: 3.510 eV

The program warned: the cutoff lies below the one the program advises for these potential files; the forces do not sum to zero within the program's tolerance; empty levels may hold ghost states of the PAW files; the exchange-correlation potential is rough where the density is thin.
